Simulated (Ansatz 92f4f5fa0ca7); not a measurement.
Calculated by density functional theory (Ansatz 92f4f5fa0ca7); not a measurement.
Periodic cell of 250 atoms, Si108O142, from a study of silicon, its oxide and their interface. The atomic structure is a simulated model.

Settings: functional r2SCAN; potential files Ansatz norm-conserving; basis plane waves; wave-function cutoff 1300 eV; density cutoff ratio 4; exchange-correlation grid ratio 1; k mesh 2 x 2 x 1, shifted by 0.5 0.5 0.5 of a step; self-consistency stop 5e-08 eV per atom in the density residual; occupations Fermi-Dirac, 0.05 eV; spin none; net charge 0.

Cell vectors (angstrom)
a, 11.5435, 0, 0
b, 0, 11.5435, 0
c, -5.4625, 4.3316, 30.4277

Atoms: element, x, y, z (angstrom)
Si, 0.7279, 1.1999, -0.3502
Si, 0.4439, 2.9009, -2.8911
Si, 0.6568, 8.1869, -1.7079
Si, 5.7296, -0.11, -2.6016
Si, 6.6657, 4.5349, -1.606
Si, 4.7789, 9.2058, -0.8993
Si, 8.6001, 0.4957, -1.9645
Si, 8.9772, 3.3837, -2.869
Si, 9.3845, 9.1331, -2.5103
Si, 2.0533, 2.4965, 1.9327
Si, 0.8414, 5.9574, 0.3696
Si, 1.9809, 10.1499, 0.2336
Si, 5.266, 1.9279, 1.8432
Si, 6.7448, 5.1018, 1.4235
Si, 6.3704, 9.6594, 1.7484
Si, 10.2868, 0.3395, 0.4479
Si, 9.8444, 5.07, 2.0332
Si, 9.176, 9.0946, 0.4971
Si, 1.9665, 4.2341, 3.4689
Si, 1.9297, 6.5897, 3.0881
Si, 1.8267, 11.2682, 3.1779
Si, 6.0204, 3.7102, 3.1924
Si, 5.924, 7.6794, 2.9036
Si, 5.8344, 11.5353, 3.0817
Si, 9.851, 3.3019, 3.6178
Si, 9.7929, 7.2081, 2.912
Si, 9.8159, 12.4328, 3.5446
Si, 0.147, 3.7506, 4.9047
Si, 0.138, 7.4458, 4.2744
Si, 0.0557, 11.3314, 4.7093
Si, 3.9902, 3.806, 4.6089
Si, 3.9483, 7.3425, 4.1757
Si, 3.8631, 11.2762, 4.4674
Si, 7.8698, 3.7396, 4.7665
Si, 7.8684, 7.5696, 4.2207
Si, 7.7672, 11.6945, 4.5368
Si, 0.1117, 1.7429, 6.0977
Si, 0.0541, 5.8326, 6.0042
Si, 0.1591, 9.2589, 5.7848
Si, 3.8723, 1.7636, 5.899
Si, 4.0805, 5.7, 6.0012
Si, 3.821, 9.1825, 5.6787
Si, 7.7122, 1.8623, 6.2254
Si, 7.926, 5.8723, 5.9229
Si, 7.8284, 9.5029, 5.5986
Si, 2.0193, 1.9077, 7.3778
Si, 2.0414, 6.1696, 7.1922
Si, 1.9965, 8.571, 7.2179
Si, 5.6795, 1.7035, 7.3478
Si, 6.0827, 6.0613, 7.3438
Si, 5.8175, 9.1062, 6.8152
Si, 9.7493, 1.8816, 7.5184
Si, 9.7884, 6.6845, 7.268
Si, 9.7102, 8.9725, 6.8643
Si, 1.7309, 4.6645, 8.9907
Si, 2.3632, 9.2159, 9.4944
Si, 1.9734, 11.5003, 9.7994
Si, 6.202, 3.832, 9.6618
Si, 5.113, 9.7982, 10.4932
Si, 3.7794, 11.839, 11.952
Si, 10.2424, 4.0155, 9.7227
Si, 9.563, 6.814, 9.6451
Si, 9.0528, 10.9329, 8.935
Si, 8.5312, 2.8857, 11.7102
Si, 10.5012, 7.1877, 12.5074
Si, 8.362, 9.1857, 13.2158
Si, 3.5592, 6.848, 13.6026
Si, 1.459, 8.4132, 12.3521
Si, 0.932, 11.3437, 12.4251
Si, 3.7665, 4.7979, 11.3891
Si, 7.9169, 9.0166, 10.9361
Si, 6.1008, 11.0874, 8.0209
Si, 10.3434, 5.0314, 16.4556
Si, 8.6489, 5.1548, 13.8316
Si, 2.0996, 2.4395, 15.9439
Si, 6.0455, 13.7811, 15.3226
Si, 6.5147, 7.16, 14.626
Si, 10.9437, 10.1584, 16.8633
Si, 11.2173, 12.4259, 14.9101
Si, 3.9609, 2.6903, 13.5031
Si, 6.4803, 7.582, 17.5978
Si, 8.4613, 0.8026, 13.826
Si, 1.6775, 5.3631, 15.6903
Si, 0.3322, 13.2227, 23.6165
Si, 5.027, 5.6303, 19.4852
Si, 4.3057, 12.5672, 17.3457
Si, 0.4826, 7.2696, 17.5799
Si, 2.3307, 7.2153, 20.1018
Si, 6.2072, 3.1163, 18.1533
Si, 5.2146, 6.3933, 22.2659
Si, 10.0643, 11.6344, 19.092
Si, 8.2195, 9.888, 17.9478
Si, 9.1777, 12.387, 23.6116
Si, 9.2663, 2.942, 18.6777
Si, 10.3688, 13.544, 21.2659
Si, 1.2443, 4.11, 24.8541
Si, -0.7104, 10.874, 28.0448
Si, 2.318, 6.3923, 22.995
Si, 4.3687, 9.2494, 21.0471
Si, 8.6941, 11.939, 26.3489
Si, 2.9526, 13.2293, 24.9637
Si, 7.4105, 10.2355, 24.3515
Si, 3.3624, 8.5869, 24.7521
Si, -0.5193, 6.591, 29.2537
Si, 5.3695, 10.059, 18.2405
Si, 6.3906, 7.4347, 24.5766
Si, 4.416, 11.0558, 23.6123
Si, 8.7764, 8.655, 29.0687
O, 1.2112, 2.5039, 0.5233
O, 8.1228, 9.2853, 30.4014
O, -0.9821, 3.6768, -2.7659
O, 0.884, 9.2384, -0.5127
O, -0.6411, 8.5675, -2.5957
O, 0.2129, 6.2215, 30.6672
O, 3.6328, 2.0706, 1.7866
O, 6.1972, 4.7696, -0.0747
O, 11.1128, 5.1231, 0.9581
O, 5.8052, 9.7019, 0.2238
O, 3.3626, 9.4932, -0.2197
O, 9.1659, 0.9777, -0.5368
O, 7.0734, 0.0303, -1.7175
O, 8.2562, 4.2103, -1.6656
O, 8.3795, 4.9819, 1.2711
O, 8.7464, 8.6604, -1.0553
O, 7.9815, 9.6657, 1.4404
O, 1.3717, 1.2008, 2.6528
O, 1.5221, 6.9411, 1.4965
O, 1.8269, 10.2217, 1.8647
O, 0.4299, 6.7498, -0.9898
O, 6.1884, 6.615, 1.6538
O, 9.8598, 0.7057, 1.9392
O, 9.8606, 7.9238, 1.3869
O, 10.2515, 10.2744, 0.3146
O, 2.1706, 3.2049, 8.3785
O, 1.7149, 0.6103, 8.3474
O, 5.6045, 2.671, 8.7014
O, 6.4431, 5.1359, 8.683
O, 5.9611, 7.668, 7.7288
O, 5.6358, 11.0268, 9.5833
O, 9.8241, 0.8141, 8.7867
O, 9.8576, 3.3268, 8.3047
O, 9.2322, 5.2602, 9.9829
O, 10.0091, 9.7872, 8.2846
O, 2.6929, 5.0425, 10.2222
O, 0.2198, 4.566, 9.6098
O, 1.6896, 8.3535, 10.738
O, 0.5282, 7.1936, 12.8838
O, 0.7196, 11.72, 10.8471
O, 3.2674, 12.2806, 10.4644
O, 3.9754, 6.1792, 12.1875
O, 5.1584, 4.2964, 10.7884
O, 3.9832, 8.965, 9.6912
O, 6.3109, 8.8384, 10.9032
O, 2.4799, 11.5395, 12.8546
O, 4.6116, 10.4654, 11.8855
O, 7.4404, 3.1984, 10.5314
O, 10.0037, 3.0683, 11.0228
O, 8.296, 7.7888, 9.9048
O, 10.5302, 7.3411, 10.8765
O, 7.7481, 11.1153, 7.9957
O, 8.6109, 10.4185, 10.4075
O, 3.3892, 10.1834, 24.5246
O, -1.9188, 7.3509, 29.4954
O, 0.5474, 1.9767, 15.739
O, 0.2553, 13.7129, 22.0461
O, 7.6728, 8.2841, 27.9561
O, 4.8919, 7.625, -1.1911
O, 0.4454, 7.5155, 28.3277
O, 4.6256, 0.9497, -2.074
O, -1.7926, 9.7516, 28.4246
O, 7.4366, 8.6249, 24.2151
O, -0.7865, 12.0753, 23.8364
O, 1.9201, 8.1997, -2.738
O, 6.7678, 6.7545, 26.0031
O, 8.7184, 1.7776, -2.9438
O, 4.2099, 10.5194, 22.0739
O, 8.2727, 3.9798, -4.1927
O, 8.6325, 8.5662, -3.8597
O, 9.4013, 10.7665, -2.5931
O, 2.5831, 5.8295, 14.4235
O, 8.3151, 3.7713, 13.0643
O, 9.8493, 5.7861, 12.9482
O, 8.4788, 1.3714, 12.2929
O, 6.5674, 14.7067, 16.5503
O, 8.5352, -0.8059, 13.692
O, 2.8158, 8.2562, 13.2413
O, 7.2675, 6.0037, 13.7713
O, 9.7658, 8.3515, 13.3871
O, 0.0587, 12.3247, 13.3345
O, 1.7531, 6.552, 21.4804
O, 0.6396, 9.7761, 12.6859
O, 4.6243, 13.0088, 12.6528
O, 3.2494, 3.6959, 12.4609
O, 7.186, 8.5722, 14.186
O, 1.6972, 6.6112, 16.7173
O, 8.9475, 10.4622, 19.2808
O, 0.0741, 14.6301, 24.3945
O, 0.1403, 8.7321, 16.9784
O, 2.7977, 2.1936, 14.502
O, 6.7378, 6.8323, 16.1958
O, 5.0532, 7.9574, 21.7792
O, 5.5474, 5.4305, 21.0119
O, 7.8486, 8.32, 18.0779
O, 2.3092, 4.0074, 16.326
O, 1.0581, 7.3572, 19.0971
O, 9.3052, 10.0395, 16.7305
O, 5.2597, 8.6562, 17.4161
O, 5.1661, 4.2525, 18.6577
O, -0.2616, 11.0207, 18.2062
O, 9.4439, 12.9139, 18.2743
O, 9.103, 5.0593, 15.3928
O, 10.6766, 6.3485, 17.3861
O, 4.9187, 7.1779, 14.3925
O, 11.465, 10.9556, 15.5557
O, 9.6569, 12.862, 14.8235
O, 9.1301, 13.4456, 22.3659
O, 7.14, 12.9266, 14.5354
O, 5.2362, 3.2733, 14.3322
O, 7.6639, 3.2364, 18.8726
O, 4.1489, 12.6297, 24.0138
O, 0.1099, 4.926, 15.4561
O, 6.1007, 6.6038, 18.7923
O, 6.813, 10.707, 17.7851
O, 3.8416, 5.8301, 22.9368
O, 7.8823, 10.6066, 25.8742
O, 1.6506, 12.5448, 24.2616
O, 4.1513, 11.0294, 17.8149
O, 5.3119, 1.7657, 18.4014
O, -1.0043, 12.0933, 20.5491
O, 5.0205, 12.6526, 15.8854
O, 1.3997, 5.3915, 23.8794
O, 2.9531, 8.7014, 20.4258
O, 2.6843, 14.8495, 24.8843
O, 0.446, 1.6225, -1.9056
O, 4.8809, 8.0225, 24.6842
O, 9.9751, 3.8588, 17.5317
O, 3.5104, 6.2454, 19.4779
O, 5.3225, 9.7701, 19.8382
O, 5.077, -1.5757, -2.3193
O, 5.9361, 10.7958, 24.0646
O, 10.0125, 3.1281, 20.1369
O, 6.4038, 6.3374, 23.3774
O, 8.4138, 10.9835, 23.3064
O, 0.7359, 10.1298, 27.8868
O, 0.7172, 4.5639, 26.3161
O, 1.9387, 11.6617, -0.3401
O, 2.3783, 7.8691, 23.687
O, 2.8053, 1.6239, 17.1607
O, 8.6406, 1.4208, 25.0653
O, -1.2854, 11.5986, 26.707

Results
free energy: -78572.505 eV
free energy less fixed offsets of O -463.61, Si -117.95 eV per atom: -1.285 eV
pressure: -1.01 GPa
stress xx, yy, zz, yz, xz, xy (GPa, positive in tension): 0.4, 0.39, 2.23, -0.21, 0.07, -0.01

Forces (eV/angstrom), in the order of the atoms: element, x, y, z
Si, 0.213, 0.423, -0.2707
Si, -0.0812, 0.2926, -0.0718
Si, 0.0535, -0.0508, -0.391
Si, -0.2042, -0.0662, -0.0347
Si, 0.1404, 0.0458, -0.31
Si, 0.0206, -0.245, -0.4075
Si, -0.151, -0.0309, -0.3865
Si, -0.1689, 0.1264, 0.087
Si, 0.1156, -0.0853, -0.257
Si, 0.3094, -0.1826, -0.575
Si, 0.078, 0.1945, -0.1055
Si, 0.3009, -0.275, -0.1609
Si, -0.0899, -0.3616, -0.3183
Si, 0.1825, 0.4481, -0.4094
Si, 0.0379, 0.3054, -0.3432
Si, -0.1596, 0.0138, -0.2228
Si, -0.1219, -0.8201, -0.5376
Si, -0.3589, -0.2125, -0.1824
Si, 0.0666, -0.1029, 0.1599
Si, 0.0244, 0.242, -0.6378
Si, -0.0228, -0.2195, -0.1061
Si, -0.1235, 0.19, 0.2724
Si, 0.3542, -0.4956, -0.2802
Si, 0.0636, -0.0874, 0.2589
Si, -0.0625, 0.1948, -0.2022
Si, -0.0051, 0.2597, -0.3245
Si, -0.3789, -0.0565, -0.04
Si, -0.0894, 0.1996, 0.2054
Si, -0.1176, 0.1682, 0.4414
Si, 0.2423, 0.1265, 0.1241
Si, 0.2872, -0.0906, 0.0605
Si, 0.004, -0.0835, 0.3741
Si, 0.0727, 0.1576, 0.0913
Si, -0.1287, -0.0096, 0.3773
Si, -0.064, 0.2058, 0.4977
Si, -0.2265, -0.1619, 0.2125
Si, 0.3747, 0.1323, 0.1316
Si, -0.1013, -0.0504, 0.025
Si, 0.1577, -0.1091, -0.1267
Si, -0.127, -0.0284, -0.5483
Si, -0.0466, -0.0415, -0.0086
Si, -0.5056, 0.0551, -0.2601
Si, 0.1672, 0.336, -0.5037
Si, 0.205, -0.1212, -0.2395
Si, -0.1075, 0.0152, -0.654
Si, -0.5385, -0.0886, 0.3024
Si, 0.0809, 0.1428, -0.2881
Si, 0.081, 0.1133, -0.2557
Si, 0.2213, 0.4586, 0.2738
Si, 0.0539, 0.1112, 0.1778
Si, 0.343, -0.9383, 0.5432
Si, -0.0081, 0.3464, 0.4536
Si, -0.1101, -0.2004, -0.1886
Si, 0.2856, -0.2832, 0.0562
Si, -0.0754, -0.1776, 0.0001
Si, 0.1403, -0.2082, 0.4481
Si, -0.225, 0.4412, -0.0884
Si, 0.0873, 0.009, 0.1215
Si, -0.1389, -0.0157, 0.4689
Si, 0.0843, 0.1704, 0.4314
Si, 0.0129, -0.2156, 0.2119
Si, -0.1808, 0.0669, 0.3995
Si, 0.3544, 0.0227, -0.1227
Si, 0.0272, -0.162, 0.3046
Si, 0.2886, -0.3825, 0.1378
Si, 0.0311, 0.061, 0.4538
Si, -0.0001, 0.135, -0.0979
Si, 0.149, -0.0011, 0.4459
Si, 0.0231, 0.1096, 0.2134
Si, -0.0594, 0.0556, 0.3607
Si, 0.1216, -0.2752, 0.0353
Si, 0.018, -0.1786, 0.3699
Si, -0.061, 0.0234, -0.2787
Si, -0.1315, -0.091, -0.1002
Si, 0.0097, 0.023, -0.1894
Si, 0.0016, 0.1124, -0.3354
Si, -0.0906, -0.1456, -0.1984
Si, 0.1712, -0.0528, -0.2798
Si, -0.0782, 0.1363, -0.2842
Si, 0.1187, 0.0533, -0.1086
Si, 0.0123, -0.1218, -0.1986
Si, -0.0533, 0.3177, -0.0609
Si, 0.1517, 0.0091, -0.2236
Si, 0.0171, -0.1022, 0.2678
Si, 0.1156, -0.0801, -0.1138
Si, -0.0726, -0.1225, -0.2483
Si, 0.0318, 0.0325, -0.1722
Si, -0.1767, -0.0308, -0.0638
Si, 0.0336, 0.0104, -0.2696
Si, 0.1377, -0.09, 0.2311
Si, 0.0388, -0.0613, 0.0069
Si, 0.0041, -0.0479, 0.0022
Si, 0.0289, 0.0575, 0.2502
Si, -0.0464, 0.098, -0.1628
Si, -0.0077, 0.0077, 0.1101
Si, -0.0157, 0.1226, 0.2897
Si, 0.148, 0.0094, -0.052
Si, -0.0576, 0.0149, 0.2066
Si, -0.0103, 0.0902, 0.0179
Si, 0.0907, 0.0872, 0.2787
Si, 0.0967, -0.0393, 0.2357
Si, 0.0859, -0.0628, 0.2511
Si, -0.1493, 0.0581, 0.359
Si, -0.1215, 0.0029, -0.4174
Si, -0.1612, 0.0299, -0.2026
Si, 0.1063, -0.0714, 0.2121
Si, -0.0206, 0.0847, 0.3026
Si, 0.1931, 0.1183, -0.1517
O, 0.1444, -0.1196, -0.0647
O, -0.0516, -0.115, -0.0459
O, 0.0849, -0.2494, -0.0759
O, 0.0792, 0.0778, 0.0332
O, -0.0952, 0.105, 0.3279
O, -0.175, 0.0646, 0.3714
O, -0.3568, 0.1605, 0.0582
O, 0.0107, -0.0341, 0.2122
O, -0.1719, 0.1735, 0.139
O, 0.1358, -0.0231, 0.1929
O, -0.0854, 0.1572, 0.1069
O, 0.0008, -0.1138, 0.1254
O, 0.2131, 0.1181, -0.011
O, -0.1818, -0.147, -0.1621
O, -0.2835, 0.171, 0.136
O, 0.2448, 0.223, 0.4138
O, 0.1368, -0.1317, -0.0776
O, 0.3062, 0.3024, -0.1198
O, -0.0281, -0.3149, 0.1999
O, -0.0183, 0.2991, 0.4357
O, 0.086, 0.0616, 0.2846
O, 0.0417, -0.0025, 0.2299
O, -0.0425, -0.1808, -0.126
O, -0.0605, -0.0924, 0.1286
O, -0.1061, 0.1412, 0.0756
O, -0.1138, 0.2251, -0.1421
O, 0.4718, -0.1208, 0.1925
O, -0.0814, -0.2283, -0.3365
O, -0.1853, 0.0786, -0.2884
O, -0.0172, 0.5731, -0.4007
O, 0.108, -0.2146, 0.0031
O, -0.2657, -0.3326, -0.0767
O, -0.0009, -0.0973, -0.107
O, 0.1242, 0.0839, -0.0351
O, -0.4699, 0.168, 0.0942
O, 0.0253, -0.1484, 0.0159
O, 0.1297, -0.1066, -0.1583
O, 0.2254, 0.2055, -0.2687
O, -0.0985, 0.231, -0.2595
O, 0.299, -0.1357, 0.0184
O, -0.1876, -0.2932, 0.0482
O, -0.1347, -0.1025, 0.0342
O, 0.0254, -0.0533, -0.2101
O, 0.0113, 0.1565, 0.0239
O, -0.0359, 0.1703, -0.3382
O, -0.1017, 0.015, -0.3245
O, -0.0227, -0.0507, -0.5277
O, -0.1001, 0.1306, -0.2326
O, -0.1302, 0.1922, -0.3314
O, -0.1833, 0.3406, 0.0982
O, -0.181, -0.0416, 0.005
O, 0.1606, -0.2188, 0.5346
O, -0.2081, -0.0272, -0.399
O, 0.246, -0.0674, -0.2705
O, 0.0192, 0.0853, 0.0398
O, 0.1551, -0.1193, 0.0249
O, -0.3315, -0.1225, 0.0638
O, -0.0753, -0.235, 0.1913
O, -0.0131, 0.1351, -0.0469
O, -0.0489, 0.0346, 0.3506
O, 0.3029, 0.07, 0.2963
O, -0.0815, -0.0773, 0.1312
O, -0.265, 0.0632, 0.0042
O, -0.1234, 0.3691, -0.2487
O, -0.1102, -0.1132, 0.059
O, -0.1387, 0.233, -0.0869
O, 0.0486, 0.0131, 0.2571
O, 0.0523, -0.1794, 0.0281
O, 0.2663, -0.0603, -0.1535
O, -0.0226, 0.208, -0.1377
O, -0.1202, -0.0347, 0.2858
O, -0.0596, 0.0082, 0.1652
O, 0.144, 0.0314, -0.1426
O, -0.1148, 0.2746, -0.0094
O, 0.0266, 0.0496, 0.1328
O, -0.1863, -0.1707, 0.3153
O, -0.0674, -0.3316, -0.0898
O, -0.2154, -0.2313, -0.2987
O, 0.1259, 0.1448, 0.1335
O, -0.2296, -0.0082, -0.2017
O, 0.1, -0.1651, 0.1228
O, 0.2633, 0.1252, -0.0508
O, 0.0923, -0.007, -0.2076
O, -0.3453, -0.0498, -0.0228
O, 0.2208, 0.0477, -0.052
O, 0.221, 0.0298, -0.0952
O, -0.3182, -0.0797, 0.0857
O, 0.0953, 0.1663, -0.3437
O, 0.2574, -0.2095, -0.1622
O, -0.1433, 0.0212, 0.1309
O, 0.0445, 0.1121, 0.249
O, -0.0237, 0.2291, 0.183
O, -0.0944, -0.0524, -0.0685
O, -0.2134, 0.2274, -0.0713
O, -0.2475, 0.2292, -0.1028
O, -0.1803, -0.0697, -0.0982
O, 0.1456, -0.0394, -0.0277
O, 0.0852, 0.0232, 0.3813
O, 0.3108, 0.1018, 0.3029
O, 0.113, 0.0704, 0.0853
O, -0.3589, -0.0023, -0.0031
O, 0.0935, -0.0264, 0.2931
O, 0.1754, 0.0446, 0.0618
O, 0.2095, -0.0268, -0.0879
O, 0.1429, -0.0371, 0.0001
O, -0.1895, 0.0565, 0.2679
O, 0.1097, -0.2323, -0.0424
O, 0.3367, -0.1686, -0.0722
O, 0.0936, 0.0021, 0.0787
O, -0.1804, -0.3438, 0.1256
O, 0.0472, -0.0779, -0.0579
O, -0.1687, -0.2176, -0.0019
O, 0.0179, 0.1069, 0.3289
O, -0.1655, -0.0036, -0.0061
O, -0.0188, -0.3076, 0.1398
O, -0.0025, 0.2445, -0.1809
O, 0.0071, 0.1255, -0.3378
O, -0.0584, 0.3324, -0.1113
O, 0.3489, 0.0779, 0.0832
O, -0.0178, 0.0655, -0.1845
O, -0.1472, 0.2539, -0.1681
O, -0.0624, 0.1908, 0.3821
O, 0.1696, -0.0054, -0.1026
O, 0.1902, -0.1827, 0.0573
O, -0.2768, -0.1452, -0.0782
O, 0.1816, -0.0041, 0.3798
O, 0.0354, -0.0176, -0.181
O, -0.092, -0.0592, 0.1587
O, 0.0533, 0.1228, 0.1807
O, -0.1165, -0.0633, -0.0739
O, 0.1166, 0.1153, 0.2882
O, -0.0808, -0.0814, -0.1307
O, -0.0316, -0.3523, 0.0159
O, -0.3479, 0.2651, -0.0829
O, -0.0349, 0.1747, 0.1618
O, -0.1326, -0.2051, 0.356
O, 0.1056, -0.1338, -0.0612
O, -0.1285, -0.0428, 0.1268
O, 0.2064, -0.2345, -0.1329
O, 0.2184, -0.0044, -0.0875
O, 0.1322, -0.414, -0.3169
O, -0.2816, -0.0311, 0.0805
